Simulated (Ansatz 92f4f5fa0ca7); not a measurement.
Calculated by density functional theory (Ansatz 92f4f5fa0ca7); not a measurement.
Periodic cell of 150 atoms, Si88O58N4, from a study of silicon, its oxide and their interface. The atomic structure is a simulated model.

Settings: functional r2SCAN; potential files Ansatz norm-conserving; basis plane waves; wave-function cutoff 1300 eV; density cutoff ratio 4; exchange-correlation grid ratio 1; k mesh 2 x 2 x 1, shifted by 0.5 0.5 0.5 of a step; self-consistency stop 5e-08 eV per atom in the density residual; occupations Fermi-Dirac, 0.05 eV; spin none; net charge 0.

Cell vectors (angstrom)
a	10.88	0	0
b	0	10.88	0
c	0	0	21.4896

Atoms and the computed forces on them: element, x, y, z (angstrom), force x, y, z (eV/angstrom)
Si	-0.0691	-0.2049	0.0855	-1.6154	0.4538	0.4894
Si	2.8057	2.2536	0.0118	-0.6333	-0.4148	-1.3932
Si	-0.2163	6.299	-0.1864	0.5915	-1.8801	1.4966
Si	3.1591	7.7169	-0.0342	0.4488	0.4998	-0.2237
Si	4.8029	-0.0933	-0.4049	0.0615	0.4637	-1.3106
Si	8.5776	2.0729	-0.4476	-2.7284	0.5149	-0.9439
Si	4.709	5.9441	-0.2219	-0.8806	-1.8801	-1.2419
Si	8.8681	7.7818	0.0315	-2.167	1.2672	-1.2621
Si	1.5627	0.9051	1.4498	-1.262	0.8626	-0.4522
Si	3.7614	3.9703	1.0722	1.3068	2.4173	0.6227
Si	1.4377	7.038	1.3161	-1.7861	-0.4404	1.09
Si	4.2274	9.2984	1.2139	-0.0502	-0.0069	1.8974
Si	6.6782	1.1192	1.0187	1.3296	-0.3766	-0.4348
Si	9.0567	3.9203	0.8979	1.7214	-0.2148	1.1489
Si	6.8446	6.6431	0.9504	-1.3385	2.1452	-0.9302
Si	9.3309	9.5327	1.5807	1.0872	-0.5257	0.5899
Si	0.1122	2.2124	2.9659	-0.5087	1.5067	-2.0201
Si	2.9178	-0.249	2.8103	0.74	-0.6685	0.2222
Si	-0.0145	8.1958	2.9486	0.1453	-0.0473	-1.3245
Si	2.3866	5.3128	2.6085	1.6919	0.5624	-0.2159
Si	5.9602	2.5755	2.9267	-0.824	-0.365	-0.4156
Si	7.7901	0.0346	2.8281	0.0969	-1.7034	-1.9113
Si	5.6676	8.034	2.6935	-1.0601	-0.1277	-2.0586
Si	7.9567	5.4308	2.3677	2.1846	-0.536	-0.2422
Si	1.4077	3.8294	4.0533	0.1888	-0.2376	1.4624
Si	4.3969	0.9891	4.2965	-1.5709	2.3581	-2.3004
Si	1.3813	9.4765	4.2516	0.3948	1.0092	1.0779
Si	3.9799	7.0378	4.0289	0.3174	-1.6485	-0.1405
Si	7.0013	4.5122	4.0699	-1.4936	-2.9665	0.8374
Si	9.171	1.3535	4.0187	1.9715	-1.2723	1.2885
Si	6.8508	9.2468	4.1758	0.4766	1.0458	0.174
Si	9.5548	6.5083	3.9938	0.1961	1.2139	-1.3452
Si	-0.1504	0.1016	5.5877	-0.2614	-1.0728	0.0063
Si	2.8784	2.4822	5.4846	-0.0467	2.2037	-0.1429
Si	0.1054	5.4417	5.4033	0.6696	-0.8591	0.5964
Si	2.9271	8.3225	5.7295	-1.8588	-0.1566	-0.1637
Si	5.6034	-0.2403	5.5787	1.7982	0.1225	0.9889
Si	8.1046	2.8419	5.3024	0.1562	1.4926	-0.028
Si	5.5184	5.6687	5.3462	-0.8777	0.852	-1.0439
Si	8.3921	8.0203	5.3525	-0.5514	0.2093	0.6327
Si	1.1568	1.6427	6.9121	2.2545	-2.4766	-1.6033
Si	4.1632	4.5429	6.6774	-0.4716	-4.1215	0.2071
Si	1.278	6.9755	7.0781	1.4344	0.1817	-1.0661
Si	4.2184	9.7659	7.0993	-0.466	-1.1632	1.9145
Si	6.8347	1.5763	6.6705	-1.3831	-1.398	-0.4469
Si	9.3901	4.2397	6.5883	1.0559	-0.2278	1.1399
Si	6.7795	6.9813	6.6812	0.9806	0.923	2.1581
Si	9.2324	9.4132	7.0842	2.1827	0.1542	-1.5502
Si	-0.0283	3.0396	8.007	-2.2447	3.4027	2.6161
Si	2.737	0.4613	8.323	-2.121	-1.0176	-0.2685
Si	-0.2174	8.1566	8.5268	0.3723	0.2312	2.0899
Si	3.0061	5.6533	8.2498	-1.8161	1.2658	0.2292
Si	5.4012	2.8059	7.9447	-1.3122	1.1971	1.137
Si	8.2107	0.3501	7.9616	0.4728	1.3135	1.1364
Si	5.7476	8.3795	8.5497	-0.477	-1.1958	-0.7039
Si	8.2289	5.5828	8.1274	-0.1475	-0.6332	0.0256
Si	1.423	4.4748	9.4493	-0.5273	-1.2081	-1.346
Si	3.5447	1.9893	9.7172	1.1641	2.3658	-1.3898
Si	0.869	10.8479	9.8541	0.3458	-3.7526	2.4364
Si	4.5407	6.4616	9.8029	2.2035	0.1523	-0.3563
Si	6.7658	4.1582	9.2532	0.2793	-0.339	-2.5481
Si	9.2752	2.1022	9.7115	1.0808	-1.1629	-3.8079
Si	7.2745	9.9525	9.5281	-0.8453	0.0861	1.2835
Si	9.8406	6.1747	9.9292	0.4246	1.8092	-3.0767
Si	-2.3131	-0.9665	14.3041	1.2387	-2.4464	0.5326
Si	5.5501	0.7635	11.6693	1.0058	0.5975	-0.1017
Si	0.8641	5.5498	12.2237	-0.8291	-0.0401	2.4105
Si	-1.3157	10.9779	16.863	3.1859	1.6116	5.2779
Si	9.2429	2.0216	13.699	0.1583	0.1805	-0.5562
Si	7.5205	2.9829	11.7636	-1.8837	1.0751	0.7517
Si	10.1567	5.9754	14.8505	1.3494	0.9532	3.7351
Si	-2.3199	8.299	11.8051	1.9317	1.3832	-1.4938
Si	5.7324	14.9458	16.2234	-3.5209	0.1395	0.9994
Si	-2.851	4.3055	14.0941	-1.9353	1.8463	1.313
Si	3.2141	7.8072	12.4338	0.3662	3.4629	-1.2216
Si	12.7913	10.5383	12.7927	1.6343	-0.978	-2.0323
Si	1.5959	2.5602	13.47	-1.8787	2.2521	1.9181
Si	-4.9126	8.9455	13.1309	0.8997	-1.2448	0.6777
Si	3.9558	-4.7552	18.2001	0.7843	1.0984	-3.7654
Si	0.804	6.3635	18.5595	-0.58	1.842	-2.4151
Si	1.8926	11.0909	17.4089	-0.1427	1.374	1.8469
Si	1.4939	2.7362	18.8076	1.6805	-2.8107	0.7492
Si	-0.2993	4.668	17.5801	-3.2461	0.497	-0.4661
Si	0.4651	8.1707	13.6091	-3.8599	0.2839	1.4993
Si	2.9651	2.6377	16.2379	3.4188	0.1647	0.1023
Si	9.9901	-1.9211	19.191	-0.4447	-0.6613	1.2408
Si	3.7005	9.0148	18.7661	-0.695	1.7099	-0.736
Si	8.0615	2.8088	17.85	0.9465	1.035	0.5571
O	-1.6339	-0.9906	15.8467	-1.7476	-1.411	-4.8691
O	-2.2541	1.4381	17.0274	0.7113	0.4514	-0.238
O	2.0216	3.0704	20.2975	-0.6314	0.4433	-0.127
O	0.0703	3.3015	18.336	1.0714	-1.5437	0.7034
O	4.7451	5.3473	16.8656	0.7505	0.068	1.3848
O	2.4645	12.1183	13.0969	-0.8544	-1.1521	0.3217
O	3.8654	12.0771	-0.6868	-0.5185	1.3504	1.0639
O	5.0571	3.1387	1.6767	-1.2571	1.1977	0.0084
O	4.5315	-0.6969	19.5078	2.0624	0.4942	0.4965
O	8.5596	-2.3065	19.9779	1.6131	-1.5938	1.2852
O	8.0582	2.4585	19.4361	0.3342	-0.8722	1.6829
O	9.8749	1.1467	-0.4	1.4643	-1.2195	-0.4032
O	-4.2933	3.113	17.218	1.1881	0.2808	0.9232
O	-0.7955	4.7285	21.4005	-0.0861	1.4787	-0.0807
O	2.4342	3.304	17.6265	0.7561	0.6935	-0.9612
O	10.0379	3.3624	2.127	0.1448	-0.6766	-0.6116
N	0.3218	5.3434	10.6253	1.1524	-0.9043	-0.5731
O	2.5669	3.3572	9.9062	0.5941	-2.0554	1.379
O	4.5609	-2.8789	13.3577	1.9777	0.4537	1.2134
O	4.199	1.4239	11.0846	-0.4194	-0.0031	0.0212
O	8.8251	12.9849	12.1068	1.7679	0.5892	-0.5213
O	4.5038	13.9669	15.7793	-1.255	-0.4	0.5989
O	3.8995	7.1678	11.1521	0.2785	-2.1542	-1.6926
O	3.026	9.4468	12.0893	-1.2809	0.7266	1.7132
O	5.6703	5.0514	10.038	-2.1674	2.5655	1.25
O	10.8926	7.4258	15.082	0.3761	0.9058	-2.3181
N	7.8174	3.0213	10.0727	-0.8545	0.5093	2.0948
O	10.9597	5.1411	16.0392	-1.6069	-1.342	-0.1064
O	6.3184	10.8749	10.4954	-0.2152	1.05	-0.9885
O	8.4398	9.5321	10.6017	1.0246	-1.8666	0.5026
O	11.3075	9.1811	9.7862	-0.1588	0.3761	-2.375
O	9.0924	6.8575	11.1469	-0.9385	1.8948	2.1194
O	1.5359	4.1346	12.6746	1.3714	-3.0021	0.1687
O	2.134	3.0004	14.9353	-1.0268	0.0337	-0.7371
O	6.5907	4.3717	14.9192	0.6821	-0.3538	-0.3567
O	-0.3476	11.8602	9.7912	-0.9764	0.7607	0.8268
O	-4.6155	2.044	12.4661	1.2883	0.9532	-2.1431
O	1.0855	9.6108	13.8791	1.7435	1.7483	0.4761
O	0.9791	10.7997	11.5624	-0.759	1.0153	-2.026
O	2.2549	-4.6602	17.8039	2.4045	0.3464	1.5025
O	8.4779	-10.3061	13.8449	0.7497	0.5145	1.3538
O	11.7162	6.0717	20.0867	0.6152	0.0365	1.5449
O	5.5339	10.4314	12.687	-0.8196	-0.9196	1.7171
O	-3.8735	8.1621	12.04	-3.5891	0.1324	2.0457
O	1.7626	11.9557	18.845	-1.0248	0.7166	-0.982
O	-2.3106	-5.1129	14.8022	0.1795	-1.3776	-0.3134
O	-0.2853	5.5183	13.4549	1.4208	-0.7551	-4.9264
N	1.5421	7.2602	12.5416	-0.1172	-1.9379	1.2462
O	10.8631	12.9128	13.8336	0.9061	0.4852	-0.8112
N	9.4937	8.8471	13.1862	0.7053	-1.0319	-0.6611
O	7.5661	4.5853	12.5195	0.5522	-3.5601	-0.4556
O	-3.7791	-1.6635	14.4073	-1.9359	-0.0135	-1.3181
O	0.0882	-1.3153	20.3635	0.5643	0.8003	0.3625
O	0.3837	11.3419	16.8018	-1.2721	-0.7675	-0.7428
O	0.0103	-3.0362	18.4268	0.0983	-0.9162	0.0262
O	2.923	-2.4141	20.004	-2.4779	-2.2622	2.5838
O	-1.9737	4.2944	17.7975	0.2031	-0.7508	-1.7264
O	4.5438	7.7799	18.2086	-0.7246	-2.2337	-0.9269
O	3.0701	11.9334	16.6236	-1.2156	-0.6904	-0.9675
O	4.4617	5.4093	19.5259	0.3111	0.6779	2.4754
O	-1.4221	-0.8099	18.2552	-0.3276	2.6473	-2.0767
O	2.4648	-1.2557	17.7899	1.1222	-0.1312	-0.1644

Results
free energy: -38416.506 eV
free energy less fixed offsets of N -289.75, O -463.61, Si -117.95 eV per atom: 11.474 eV
pressure: -2.85 GPa
stress xx, yy, zz, yz, xz, xy (GPa, positive in tension): 3.32, 3.6, 1.64, 2.14, -0.5, -0.75

The program warned: the forces do not sum to zero within the program's tolerance.
